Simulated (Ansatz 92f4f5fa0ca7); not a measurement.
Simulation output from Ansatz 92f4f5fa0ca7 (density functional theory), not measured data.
Periodic cell of 220 atoms, Si132O88, from a study of silicon, its oxide and their interface. The atomic structure is a simulated model.
This geometry differs little from another in the collection (a relaxation step or a small displacement).

Settings
functional: r2SCAN
potential files: Ansatz PAW
basis: plane waves
wave-function cutoff: 800 eV
density cutoff ratio: 5
exchange-correlation grid ratio: 1
k mesh: 1 x 1 x 1, shifted by 0.5 0.5 0 of a step
self-consistency stop: 1e-10 eV per atom in the density residual
occupations: fixed
spin: none
net charge: 0

Cell vectors (angstrom)
a  10.88  0  0
b  0  10.88  0
c  0  0  32.0585

Atoms: element, x, y, z (angstrom)
Si  0.1692  -0.9547  -0.3535
Si  2.7425  2.4125  0.0119
Si  1.0258  3.2142  -1.3246
Si  2.0802  7.6458  -0.0974
Si  4.658  0.0818  -0.2501
Si  8.4639  4.1431  0.4993
Si  4.7926  6.2266  -0.6799
Si  7.9  8.1058  -0.1833
Si  1.5469  1.2173  1.5536
Si  3.9359  3.9919  1.1856
Si  0.9118  6.2166  1.2796
Si  3.8721  9.6406  1.5196
Si  6.9028  1.5232  1.3552
Si  10.7656  4.1388  0.6259
Si  6.3373  6.9537  1.0586
Si  9.3605  9.3522  1.1312
Si  0.1212  2.7304  2.5432
Si  2.7318  0.0024  3.0476
Si  -0.1804  7.9538  2.5223
Si  2.6932  5.409  2.5977
Si  5.35  2.7291  2.6336
Si  8.2491  0.0282  2.5408
Si  5.3909  8.3253  2.6505
Si  7.7481  5.4726  2.3513
Si  1.4382  4.0158  4.0043
Si  4.1406  1.4109  4.1626
Si  1.2087  9.3648  3.9663
Si  4.0316  6.8517  3.9185
Si  6.6866  4.1063  3.9422
Si  9.5347  1.435  3.8874
Si  6.8707  9.5845  3.9494
Si  9.3176  6.6623  3.8416
Si  -0.0465  -0.0009  5.2614
Si  2.7321  2.723  5.452
Si  -0.0536  5.3845  5.2317
Si  2.6538  8.1083  5.3266
Si  5.5198  0.0006  5.3871
Si  8.1297  2.7454  5.2592
Si  5.3753  5.4785  5.3023
Si  8.1501  8.1355  5.279
Si  1.3406  1.2868  6.6709
Si  4.0894  4.1139  6.7277
Si  1.3145  6.7381  6.666
Si  4.0751  9.4857  6.6341
Si  6.8557  1.3828  6.714
Si  9.5224  4.0415  6.6403
Si  6.7792  6.8139  6.6325
Si  9.5118  9.5234  6.6511
Si  -0.0063  2.6654  8.0146
Si  2.7228  -0.0577  8.0019
Si  0.0268  8.1841  8.006
Si  2.7094  5.4204  8.0723
Si  5.4784  2.7506  8.0455
Si  8.1924  -0.0062  8.0694
Si  5.4441  8.1522  8.0073
Si  8.1897  5.4714  7.9548
Si  1.3726  3.9961  9.3827
Si  4.0907  1.3123  9.303
Si  1.4227  9.4673  9.4244
Si  4.1216  6.7958  9.3824
Si  6.8517  4.1593  9.3494
Si  9.553  1.3465  9.4487
Si  6.8201  9.4839  9.3822
Si  9.5445  6.8243  9.3315
Si  0.0726  -0.0377  10.7835
Si  2.7785  2.6236  10.7172
Si  0.035  5.4461  10.65
Si  2.8017  8.0859  10.7949
Si  5.4111  -0.0489  10.6718
Si  8.1875  2.8316  10.7134
Si  5.5407  5.5117  10.7627
Si  8.196  8.126  10.7585
Si  1.4522  1.2978  12.1591
Si  4.2081  4.0196  11.9494
Si  1.5456  6.5357  12.0672
Si  4.1891  9.4344  12.1399
Si  6.7056  1.4507  11.8917
Si  9.5616  4.2316  12.0761
Si  6.9185  6.804  12.256
Si  9.5354  9.5004  12.1043
Si  0.1  2.8703  13.2858
Si  2.7602  -0.1932  13.49
Si  0.5461  7.5727  13.8463
Si  2.8221  5.0806  13.4434
Si  5.5609  2.8355  13.3994
Si  8.1678  0.2069  13.1054
Si  5.711  8.2958  13.6171
Si  8.3349  5.5192  13.6788
Si  1.3159  4.0104  14.9134
Si  4.1388  0.8054  15.0463
Si  1.9482  9.0261  14.9741
Si  4.4105  7.2142  15.2544
Si  7.2134  3.7884  14.7317
Si  9.3869  1.6742  14.3862
Si  6.8196  10.0975  14.6558
Si  11.313  6.029  15.7711
Si  6.5313  8.849  18.8037
Si  -2.6465  -1.5112  16.3334
Si  1.4374  6.6012  18.7733
Si  2.1366  1.7763  17.1375
Si  -0.4954  -4.937  24.8987
Si  5.6277  5.092  17.2007
Si  7.2469  -12.1697  24.3388
Si  -0.0607  10.7757  16.5987
Si  7.8231  -4.6733  18.8407
Si  3.8952  7.8491  19.8913
Si  5.7993  -2.2576  26.8662
Si  10.1351  0.6245  27.0414
Si  3.2409  5.1291  20.4781
Si  10.0607  -0.7548  24.5362
Si  5.3672  0.5896  22.7393
Si  -0.8531  6.0435  20.7696
Si  -1.7721  6.4744  15.8659
Si  12.6635  10.6666  23.5754
Si  9.0247  7.6458  23.2564
Si  4.2082  13.8754  18.8608
Si  4.9069  2.5492  25.017
Si  2.475  4.0276  25.1675
Si  -7.1687  -0.5652  21.5319
Si  1.1638  5.0423  22.7258
Si  1.5001  6.5709  26.8436
Si  2.8469  9.3056  26.0192
Si  5.6405  0.655  19.9194
Si  11.424  4.7622  28.9647
Si  7.9716  12.077  28.8539
Si  -0.1841  1.4049  29.7392
Si  3.0268  1.3613  25.7382
Si  20.7607  -7.361  26.5175
Si  -4.0098  14.2877  27.2067
Si  6.3044  9.8181  29.751
Si  6.2155  6.0348  28.5094
Si  8.7039  5.8681  30.1803
O  -0.3317  -0.0381  -1.5821
O  1.07  -0.0091  0.5763
O  4.6299  4.6986  -0.1514
O  -0.017  6.6978  -5.8073
O  -0.7375  5.4481  -2.4086
O  -6.8176  3.9393  -7.2296
O  1.0997  8.6828  -0.9195
O  3.3455  6.9827  -0.8879
O  3.7664  1.3507  -0.7252
O  6.2688  2.8784  -6.2458
O  5.8029  -3.7898  -4.6954
O  2.7439  8.5349  1.0782
O  7.7707  6.2258  -3.1401
O  7.965  4.7388  -0.9592
O  8.999  7.1198  -0.8964
O  7.8393  13.5135  0.5904
O  3.7713  5.985  14.4283
O  -5.3134  0.0737  15.3257
O  6.62  10.3667  19.364
O  -0.5502  0.7684  15.346
O  3.2522  8.2954  15.6819
O  2.4488  7.8233  19.142
O  1.1623  17.4055  17.1827
O  6.4598  5.3944  18.5576
O  8.3248  2.6475  15.1966
O  6.543  4.3464  16.1057
O  8.5259  -4.6529  17.3732
O  11.8386  -1.275  16.145
O  3.2807  11.7454  16.4227
O  5.4733  12.8437  18.975
O  15.358  13.1907  14.5429
O  8.9355  8.0793  15.6497
O  -0.6239  8.6235  13.2945
O  5.06  6.4893  16.5731
O  4.4708  4.0701  17.6724
O  -3.8531  -1.9864  17.2866
O  -1.4494  10.1382  17.1812
O  0.8124  11.7845  17.5263
O  2.7945  2.2983  18.5065
O  1.7622  2.9939  16.1287
O  3.8966  -2.1598  21.2568
O  9.9885  1.9601  26.1332
O  10.1298  -2.251  23.9404
O  2.148  5.2271  19.2715
O  4.4252  8.9769  26.1012
O  10.8363  -5.9908  21.6142
O  4.989  -2.4687  18.8599
O  4.2924  6.3393  20.3078
O  2.504  5.3703  21.893
O  -1.9243  -4.4688  24.309
O  0.0922  -4.1081  19.6648
O  8.6789  0.3072  27.6892
O  8.5192  10.6008  24.4506
O  -0.6293  4.3669  25.2076
O  7.4748  -3.1924  19.4571
O  11.4968  -4.68  23.7278
O  8.7663  -5.4239  19.928
O  5.2613  1.9901  23.5404
O  4.0065  3.7196  20.3074
O  6.9603  -1.9554  25.7834
O  2.1433  8.0637  26.8077
O  9.4631  -3.7101  21.7903
O  4.094  0.1349  20.1014
O  13.1306  5.4428  25.9313
O  16.9153  -1.3738  28.1981
O  11.1861  11.833  28.2339
O  12.354  5.9724  28.3643
O  -3.2673  8.4304  23.2542
O  19.2645  3.9096  26.9824
O  2.5838  1.0373  24.1919
O  1.6273  3.885  23.772
O  6.0009  -0.4569  23.8034
O  2.7158  -0.019  26.5862
O  4.8794  -0.8066  30.4666
O  5.9791  -6.2957  27.8456
O  5.3531  6.1965  29.8602
O  0.2031  0.0974  23.6355
O  2.2493  -1.5013  24.4949
O  2.1769  10.496  22.0226
O  2.1486  2.7145  26.1189
O  -4.6426  11.8559  21.4023
O  7.2352  0.2375  29.8836
O  17.9593  8.6801  30.5795
O  6.8625  13.0683  28.2585
O  9.1709  12.8936  29.59
O  -0.3233  10.2684  26.0862
O  6.1074  0.6242  32.3134
O  10.9097  3.8791  27.7082

Results
free energy: -134613.354 eV
free energy less fixed offsets of O -570.45, Si -639.56 eV per atom: 8.166 eV

Forces (eV/angstrom), in the order of the atoms: element, x, y, z
Si  -0.0017  -0.0052  -0.0195
Si  0.0066  -0.0015  0.0018
Si  -0.0022  0.0045  0.0014
Si  0.0003  0.0087  -0.0044
Si  0.0067  -0.0078  0.003
Si  -0.004  0.0035  -0.0027
Si  -0.0042  0.003  0.001
Si  -0.0063  0.009  -0.0008
Si  -0.0023  0.0129  0.003
Si  0.0037  0.0043  -0.0033
Si  0.0062  -0.0027  -0.0022
Si  -0.0081  0.0067  -0.0042
Si  -0.0019  -0.0027  -0.0001
Si  -0.0038  -0.0086  -0.0024
Si  0.0018  -0.0035  0.0013
Si  -0.0089  0.0002  -0.0016
Si  0.0067  0.0016  -0.006
Si  0.002  -0.0057  0.0007
Si  0  0.0019  -0.0028
Si  -0.0027  -0.0012  -0.0007
Si  -0.0017  -0.0029  -0.0038
Si  0.0009  -0.0016  -0.0043
Si  0.0047  -0.0016  0.0011
Si  0.0039  0.001  -0.0009
Si  -0.0026  0.0007  -0.0001
Si  0.0018  0.0014  -0.0007
Si  0.0042  0.0041  -0.0032
Si  -0.001  0.0015  -0.0005
Si  0.0023  0.0029  -0.0015
Si  0.0042  -0.002  0.0007
Si  0.0017  0  -0.0017
Si  -0.0011  0  0.0016
Si  -0.0016  -0.0005  -0.0013
Si  0  -0.0029  0.0008
Si  0.0004  0.004  0.0009
Si  0.0027  -0.001  -0.0005
Si  -0.0016  -0.0025  -0.0004
Si  -0.0009  -0.001  -0.0005
Si  0.0001  0.0007  -0.0016
Si  0.0038  0.0004  0.0008
Si  -0.0004  0.0019  0.0001
Si  0.0046  0.0023  0.0011
Si  -0.0037  -0.001  0.0011
Si  -0.0002  0.0007  0.0002
Si  0.0033  0.0008  0.0005
Si  0.0016  0.0033  0.0003
Si  0.0015  0.0006  0.0014
Si  -0.0032  -0.0001  0.002
Si  -0.0015  -0.0007  -0.0012
Si  0.0031  -0.0039  -0.0006
Si  0.0024  -0.0022  0.0006
Si  0.0015  0.0021  0.0015
Si  -0.0006  -0.0023  0.0008
Si  0.0021  0.0012  -0.0019
Si  -0.0015  0.0009  0.0006
Si  0.0009  0.001  0.0011
Si  -0.0001  -0.0012  0.0004
Si  -0.0013  0.0033  -0.0012
Si  0.0036  0.0005  -0.0018
Si  0.001  -0.003  -0.0003
Si  -0.0037  -0.0023  -0.0002
Si  -0.0031  -0.0003  -0.0024
Si  0.0044  -0.0013  0.0012
Si  -0.0007  -0.0003  -0.0007
Si  0.0009  0.0002  0
Si  0.0045  -0.0028  0.0034
Si  0.002  -0.0008  0.0003
Si  -0.0001  -0.0043  -0.0007
Si  -0.0014  0.001  0
Si  0.0038  -0.0029  0.0044
Si  -0.0044  0.0078  0.0018
Si  -0.0043  -0.0037  -0.0043
Si  0.0022  0.0051  0.0032
Si  0.0026  -0.0053  0.0017
Si  0.0117  0.006  0.01
Si  0.0073  -0.0029  0.0049
Si  -0.0107  0.004  0.0055
Si  -0.0018  -0.0048  0.0004
Si  0.0011  -0.0006  0.0044
Si  0.0009  0.0003  -0.0049
Si  -0.0015  0.0055  -0.0001
Si  0.0051  -0.0069  0.0139
Si  0.0194  -0.0118  -0.0055
Si  0.0418  0.0547  0.0513
Si  -0.0021  0.0014  0.001
Si  0.0033  -0.0012  -0.0001
Si  0.0032  0.0056  -0.0011
Si  0.012  0.0024  -0.0075
Si  0.0063  -0.0045  -0.005
Si  -0.0002  -0.0046  -0.0091
Si  0.0055  -0.0021  -0.0146
Si  -0.0423  -0.038  -0.0208
Si  0.0014  0.0168  0.01
Si  0.0067  -0.0001  0.0077
Si  0.0041  -0.0054  -0.0061
Si  -0.0365  0.0196  -0.004
Si  0.0014  0.0012  -0.0078
Si  0.0094  0.0014  -0.0036
Si  -0.0054  0.0001  -0.0037
Si  -0.0002  -0.0084  -0.004
Si  0.0005  0.0015  0.0019
Si  0.0079  0.005  -0.0212
Si  0.0071  -0.0052  0.0075
Si  0.0064  -0.0032  -0.0012
Si  0.0081  -0.0087  -0.0132
Si  -0.0015  -0.0097  -0.0124
Si  0.0051  0.0025  0.0099
Si  -0.0004  -0.0003  0.0066
Si  -0.0048  0.0031  -0.004
Si  0.0024  -0.0034  0.0061
Si  0.0131  0.0062  0.0214
Si  0.0026  -0.0004  0.0037
Si  0.005  -0.0029  0.0156
Si  -0.0096  -0.0016  0.004
Si  0.0043  -0.0001  0.0016
Si  -0.0046  0.0073  -0.0125
Si  0.0127  0.007  -0.0058
Si  -0.006  0.0081  -0.0022
Si  -0.0196  -0.001  -0.0001
Si  -0.0061  0.0044  0.0019
Si  -0.0046  0.0011  0.0089
Si  0  -0.0125  0.0047
Si  0.0045  0.0043  -0.007
Si  0.0022  0.0025  0.0076
Si  0.002  0.0014  0.0095
Si  -0.0108  -0.0165  0.0018
Si  -0.0142  -0.0102  0.0077
Si  -0.0064  0.0002  0.0051
Si  0.0072  0.0045  0.0176
Si  -0.0015  -0.0027  0.0156
Si  0.0019  0.0032  0.0157
Si  -0.0009  0.0007  0.0069
O  0.001  0.0097  0.0022
O  0.0153  -0.0045  0.0053
O  -0.0012  -0.0009  -0.0021
O  0.0025  -0.0016  -0.0031
O  0.0061  -0.0075  -0.0046
O  0.0042  -0.0051  -0.0007
O  -0.0033  -0.0013  -0.004
O  0.0033  -0.0057  0.001
O  -0.0081  0.0093  0.0009
O  -0.0088  -0.0032  -0.0099
O  -0.0018  0.0026  -0.0054
O  0.001  -0.0023  0.0007
O  -0.0011  -0.0015  -0.003
O  0.0065  0.004  -0.0062
O  0.0017  -0.0071  -0.0037
O  0.0034  -0.0042  0.0008
O  -0.0132  0.0058  -0.0293
O  -0.0065  0.0104  -0.0038
O  -0.0049  0.0036  0.0053
O  -0.006  0.0018  -0.0094
O  -0.0011  -0.0145  -0.0096
O  0.0038  0.0036  0.0067
O  0.0125  -0.0016  -0.0033
O  0.0054  0.0044  0.0096
O  -0.002  0.0014  0.0021
O  -0.0058  -0.0044  0.0065
O  -0.0219  0.0086  0.0234
O  -0.0037  0.0063  0.0011
O  -0.0071  0.0088  0.0087
O  0.0027  -0.0095  0.005
O  -0.004  -0.0037  -0.0045
O  -0.0073  -0.0242  -0.0006
O  0.0092  -0.0112  0.0204
O  -0.0012  -0.009  0.0007
O  -0.0016  -0.0048  0.0083
O  0.0019  -0.0016  0.0062
O  -0.0148  -0.0086  -0.0004
O  0.0027  0.0016  0.0033
O  0.005  0.0011  0.0071
O  -0.0028  0.0012  0.0006
O  0.0005  0.0029  0.0044
O  -0.0005  0.0022  -0.0042
O  -0.002  0.0076  -0.0001
O  0.0017  0.0002  0.0047
O  -0.0032  0.0017  -0.0012
O  0.0033  0.0017  0.0033
O  -0.0043  0.0037  0.0029
O  -0.0004  0.004  0.0026
O  0.0027  -0.0003  0
O  -0.0024  -0.0002  -0.0017
O  0.0059  0.0015  -0.006
O  0.0013  0.0037  -0.0015
O  0  0.0024  -0.0012
O  0.0014  0.0007  -0.0007
O  0.0003  0.0002  0.0035
O  0.0021  -0.0021  -0.0018
O  -0.0128  -0.0038  -0.0036
O  0.0027  -0.0163  -0.0056
O  0.0005  0.0011  0.0035
O  -0.0039  0.0032  -0.0065
O  0.0026  0.0037  -0.0046
O  -0.0018  0.0075  0.0075
O  -0.0037  -0.002  0.0011
O  0.0039  -0.0045  -0.0036
O  0.0003  -0.0004  -0.0094
O  -0.004  0.0023  0.0014
O  0.0002  -0.0015  -0.0052
O  -0.0011  0.0018  0.0015
O  0.0019  -0.0016  -0.0061
O  -0.0027  0.0004  0.0046
O  0.0013  0.0003  -0.0034
O  -0.0133  0.014  -0.0155
O  0.0052  0.0108  -0.0071
O  0.004  0.0024  -0.0025
O  -0.0004  -0.0032  -0.0071
O  0.001  -0.0024  -0.0047
O  0.0055  -0.0015  0.0026
O  -0.0008  0.0025  -0.0035
O  0.0062  0.0031  0.0044
O  0.0012  -0.0036  -0.0006
O  -0.0059  0.0019  0.0032
O  0.0001  0.0038  -0.0061
O  0.0008  0.002  0.0001
O  -0.0001  0.0007  -0.0039
O  0.0077  -0.0028  -0.0044
O  -0.0054  0.0008  -0.0109
O  -0.0065  -0.003  0.001
O  -0.0018  -0.0009  -0.0065

The program warned: the cutoff lies below the one the program advises for these potential files; the forces do not sum to zero within the program's tolerance; empty levels may hold ghost states of the PAW files; the exchange-correlation potential is rough where the density is thin.
